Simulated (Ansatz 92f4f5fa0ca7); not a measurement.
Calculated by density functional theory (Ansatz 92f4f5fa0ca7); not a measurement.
Periodic cell of 210 atoms, Si128O78B4, from a study of silicon, its oxide and their interface. The atomic structure is a simulated model.
Doubt: the cutoff is far below the 930 eV that the study's wrapper takes by default for these files, so forces and energies are approximate.
This geometry differs little from another in the collection (a relaxation step or a small displacement).

Settings: functional PBE; potential files Ansatz PAW; basis plane waves; wave-function cutoff 580 eV; density cutoff ratio 5; exchange-correlation grid ratio 1; k mesh 1 x 1 x 1, Gamma-centred; self-consistency stop 5e-08 eV per atom in the density residual; occupations fixed; spin none; net charge 0.

Cell vectors (angstrom)
a 10.938 0 0
b 0 10.938 0
c 0 0 31.1526

Atoms and the computed forces on them: element, x, y, z (angstrom), force x, y, z (eV/angstrom)
Si 10.4018 0.5145 23.7051 -0.0034 -0.0071 0.0058
Si 6.029 10.2723 23.8394 -0.0126 -0.0011 -0.0027
Si 2.278 3.1433 23.7228 0.0041 -0.0055 0.0002
Si 8.6063 2.3787 23.7554 0.0003 0.0024 0.0038
Si 0.7096 5.0373 23.7956 -0.0015 0.001 0.007
B 4.6935 6.1246 24.5304 -0.0237 0.0138 -0.0073
B 3.506 7.4386 24.5357 0.019 -0.0204 -0.0073
Si 7.6637 8.4374 23.7906 0.0063 -0.0157 0.0038
Si 1.2894 1.3943 25.0086 -0.0009 0.0019 0.0007
Si 6.8917 1.2702 25.0024 -0.0031 -0.0039 -0.0001
Si 4.1419 4.182 24.8606 -0.0023 -0.0174 -0.0029
Si 9.6965 4.1315 24.9638 -0.0087 -0.0108 -0.0016
Si 1.622 6.8736 25.0189 -0.0416 -0.0149 -0.0123
Si 6.5922 6.7077 25.045 0.0154 0.0128 -0.0039
Si 4.0807 9.3654 24.9104 -0.0029 -0.0065 0.0144
Si 9.5048 9.5319 24.9221 0.0039 0.0054 -0.0029
Si 2.7479 -0.048 26.2732 0.003 0.0044 -0.0039
Si 8.246 -0.0388 26.4122 0.0032 0.0005 0.0014
Si -0.002 2.75 26.4283 0.0008 0.0007 -0.0033
Si 5.4733 2.7354 26.2767 0.004 0.0007 0.0009
Si 2.8066 5.4194 26.4349 0.0076 0.0032 -0.0089
Si 8.1992 5.4561 26.3043 0.0068 0.0003 -0.0004
Si 0.0418 8.1888 26.2844 -0.0007 0.0083 0.0005
Si 5.4621 8.2036 26.4623 0.0209 0.0235 0.0112
Si 4.1018 1.3673 27.7344 -0.0543 -0.0695 -0.7454
Si 9.5708 1.3673 27.7344 0.0846 -0.0037 0.4252
Si 1.3673 4.1018 27.7344 0.065 -0.1404 0.6287
Si 6.8362 4.1018 27.7344 0.0944 -0.1695 -0.4794
Si 4.1018 6.8362 27.7344 0.1327 -0.0827 0.9052
Si 9.5708 6.8362 27.7344 0.0145 0.0498 -0.6373
Si 1.3673 9.5708 27.7344 0.0011 0.0268 -0.4997
Si 6.8362 9.5708 27.7344 0.1867 0.1986 0.5876
Si 0 0 29.1016 -0.0061 0.0607 -0.0217
Si 5.469 0 29.1016 0.0714 0.0102 -0.0257
Si 2.7345 2.7345 29.1016 -0.0568 0.0562 -0.0265
Si 8.2035 2.7345 29.1016 -0.0537 -0.0974 -0.0151
Si 0 5.469 29.1016 0.0785 0.0487 -0.0546
Si 5.469 5.469 29.1016 -0.0788 0.102 0.0117
Si 2.7345 8.2035 29.1016 -0.0639 -0.1325 -0.0139
Si 8.2035 8.2035 29.1016 -0.0115 0.0299 -0.0156
Si 1.3673 1.3673 30.4689 0.0112 -0.0248 0.003
Si 6.8362 1.3673 30.4689 -0.038 0.0119 0.026
Si 4.1018 4.1018 30.4689 0.0551 -0.0592 -0.0341
Si 9.5708 4.1018 30.4689 -0.0022 -0.0215 -0.0099
Si 1.3673 6.8362 30.4689 -0.0352 0.0572 0.0299
Si 6.8362 6.8362 30.4689 0.1164 -0.0468 0.0008
Si 4.1018 9.5708 30.4689 0.0039 0.0297 -0.0007
Si 9.5708 9.5708 30.4689 0.0198 -0.0303 -0.0395
Si 2.7345 0 0.6835 -0.053 -0.0551 0.0115
Si 8.2035 0 0.6835 0.0555 -0.0372 -0.0342
Si 0 2.7345 0.6835 0.0524 -0.0134 -0.0044
Si 5.469 2.7345 0.6835 -0.0841 0.0751 0.008
Si 2.7345 5.469 0.6835 0.0077 -0.0798 -0.0294
Si 8.2035 5.469 0.6835 -0.0375 0.0841 0.0305
Si 0 8.2035 0.6835 -0.0946 0.0032 0.0128
Si 5.469 8.2035 0.6835 -0.1075 -0.039 -0.0066
Si 4.1018 1.3673 2.0507 0.1075 0.0202 0.1147
Si 9.5708 1.3673 2.0507 -0.1546 -0.098 -0.0006
Si 1.3673 4.1018 2.0507 -0.0443 0.0626 -0.0339
Si 6.8362 4.1018 2.0507 0.0347 -0.1359 0.0312
Si 4.1018 6.8362 2.0507 -0.0839 -0.0025 0.0008
Si 9.5708 6.8362 2.0507 0.1009 -0.018 0.0257
Si 1.3673 9.5708 2.0507 0.0196 -0.0467 0.049
Si 6.8362 9.5708 2.0507 0.0662 0.0447 0.0929
Si 0 0 3.418 -0.1288 0.0171 0.2787
Si 5.469 0 3.418 -0.0194 0.1676 -0.2305
Si 2.7345 2.7345 3.418 -0.1592 0.0592 0.7424
Si 8.2035 2.7345 3.418 0.061 0.1594 -0.7975
Si 0 5.469 3.418 0.3154 0.1323 -0.861
Si 5.469 5.469 3.418 -0.2362 0.08 0.554
Si 2.7345 8.2035 3.418 0.2657 0.0286 -0.5225
Si 8.2035 8.2035 3.418 -0.3185 -0.1168 0.5781
Si 1.283 1.3992 4.8478 0.0024 -0.0053 -0.0077
Si 6.8401 1.4527 4.8148 -0.0078 0.0127 0.0212
Si 4.091 4.1158 4.8969 -0.0071 0.0038 -0.0086
Si 9.5762 4.1164 4.6688 0.0458 0.0408 -0.0333
Si 1.3827 6.8109 4.7083 0.0033 0.0002 -0.012
Si 6.8005 6.8183 4.8826 -0.0172 0.0088 -0.0113
Si 4.1 9.5673 4.7448 -0.0011 -0.0051 -0.0079
Si 9.5218 9.6071 4.8279 0.0029 -0.0071 -0.014
Si 2.6354 -0.102 6.0934 0.0077 0.0057 0.0077
Si 8.1917 0.105 6.241 -0.0271 -0.0141 0.0322
Si -0.3067 2.6492 6.1786 -0.0048 0.0082 0.0046
Si 5.4441 2.7341 6.3374 0.0364 -0.0202 0.0126
Si 2.6053 5.4775 6.2367 -0.005 -0.0004 0.0048
Si 8.0085 5.1262 6.0908 0.04 0.0483 0.015
Si -0.1167 8.0309 6.0147 0.0114 0.0057 0.0081
Si 5.3908 8.2629 6.2628 -0.0046 -0.0036 0.0086
Si 4.4063 0.7986 7.3677 0.0031 0.0092 -0.0079
B 8.6979 2.0148 6.592 -0.0234 0.0128 0.0025
Si 0.6692 4.5167 7.3392 0.0036 -0.015 -0.0008
B 7.4034 3.2028 6.5842 -0.0242 -0.0531 0.0163
Si 3.4807 7.3737 7.4649 0.0033 -0.0032 -0.0112
Si 9.8723 6.1679 7.1908 -0.0185 -0.0017 -0.0115
Si 1.5983 9.032 7.2938 -0.0008 -0.007 -0.0156
Si 6.2667 10.2286 7.3915 0.0079 -0.0069 -0.0091
O 3.9174 0.7588 8.9673 0.0049 -0.0042 -0.0051
O 6.5448 10.3459 9.0471 -0.0019 0.0024 -0.0021
O 0.8195 9.6123 8.6559 -0.0059 0.006 0.015
O 3.9199 7.0732 9.0417 0.0002 -0.0003 0.0089
O 9.6981 6.642 8.7663 0.003 -0.0008 -0.0008
O 0.9295 4.4375 8.9859 -0.003 0.0023 -0.0037
O 7.9451 3.1514 22.3813 -0.0013 0.0002 -0.0044
O 0.1319 11.062 22.2305 0.0022 0.0007 -0.0059
O 0.526 5.6787 22.262 -0.0002 0.0009 0.0007
O 2.5576 2.5152 22.1884 -0.0017 0.0018 0.0016
O 5.8357 -0.2011 22.2688 0.0027 -0.0016 0.0055
O 8.0532 7.7948 22.2896 -0.0008 0.0035 -0.0007
Si 10.9474 9.166 13.9532 -0.0002 -0.0002 -0.0008
Si 5.8671 8.0941 16.36 -0.0012 -0.0012 -0.001
Si 9.1233 0.9206 19.1163 -0.001 -0.0003 0.0009
Si 3.2153 7.0658 17.5136 -0.0011 -0.001 -0.0006
Si 2.2523 4.5331 18.9362 -0.0015 -0.0013 0.0003
Si 0.6815 2.3773 14.5222 -0.0012 -0.0009 -0.0018
Si 7.117 5.7107 11.5566 -0.0008 -0.0036 0.0005
Si 8.6254 3.1471 20.8954 -0.0006 -0.0002 0.0045
Si 5.4629 3.2934 11.9806 0.0006 -0.0003 -0.0027
Si 1.199 3.6239 10.36 -0.0035 -0.0018 0.004
Si 2.4153 0.7125 18.2706 -0.0014 -0.001 0.0002
Si 2.8986 9.3238 19.6937 0 -0.0014 -0.0011
Si 5.938 3.5214 16.1125 -0.0005 -0.0013 -0.001
Si 3.0884 2.253 20.6761 -0.0012 0.0003 -0.0019
Si 7.2513 5.9173 14.593 -0.0009 -0.0017 -0.0017
Si 6.1343 1.1845 14.271 -0.0011 -0.0002 -0.0019
Si 9.9436 4.7582 15.5951 -0.0017 -0.0013 -0.001
Si 8.3308 3.6086 18.0309 -0.0009 -0.0002 0.0003
Si 10.6809 1.448 11.6923 -0.0028 0.0001 -0.0016
Si 3.966 9.9626 14.6312 -0.0007 -0.0006 -0.001
Si 3.5568 1.4966 10.3643 0.0011 0.0032 0.0084
Si 6.768 9.3413 10.3017 0.0002 -0.0003 0.0013
Si 5.0649 -0.2364 20.8526 -0.0016 -0.0019 -0.0021
Si 0.5048 9.5466 10.2388 0.0002 0.0023 -0.0011
Si 2.4245 10.0286 12.1962 -0.001 0.0015 -0.0005
Si 8.8614 7.8472 20.8678 -0.001 -0.0007 0.0006
Si 7.2227 9.5199 18.8412 0.0008 -0.002 0.0007
Si 8.396 10.6413 12.8005 -0.001 0.0004 -0.0024
Si 3.0099 5.3416 12.3524 -0.0012 -0.0016 -0.0001
Si 10.7517 5.2735 20.8567 -0.0009 -0.0028 0.0004
Si 9.1292 7.379 10.0732 -0.0026 0.0003 0.0078
Si 1.4436 6.5821 14.8633 -0.0017 -0.0006 -0.0005
Si 4.6753 7.1822 10.4751 -0.0027 0.0006 -0.0012
Si 2.866 3.0328 16.4741 -0.0015 -0.0003 -0.0014
Si 1.1209 10.6272 16.0079 -0.0019 -0.0003 -0.0005
Si 0.0551 10.2648 20.8148 -0.0024 0.004 0.0037
O 7.7992 8.2326 9.701 -0.0036 0 -0.0023
O 9.9561 9.0338 20.9776 -0.0026 -0.0036 -0.0015
O 8.0819 4.0281 19.6109 -0.0006 -0.0008 -0.0009
O 4.792 7.2077 17.1777 -0.001 -0.0006 0.0005
O 10.9802 9.4939 15.5627 -0.0019 -0.0012 0.0004
O 9.3242 4.5399 17.1064 -0.0007 -0.001 -0.0004
O 3.1608 1.5553 17.0983 -0.0005 -0.0016 0.0005
O 4.0231 9.4029 20.8877 0.0005 -0.0006 0.0026
O 0.7085 1.9393 12.9486 -0.001 -0.001 0.0008
O 8.4728 1.5694 20.4781 -0.0016 -0.0016 -0.0003
O 3.2511 3.7261 19.9673 -0.0008 -0.0015 -0.0008
O 0.9217 5.147 19.6577 -0.0024 -0.0003 0.0005
O 3.0844 0.4552 11.5545 -0.0019 -0.003 -0.0002
O 2.3466 7.1867 16.1146 -0.0017 -0.0004 0.0007
O 5.9936 2.2583 13.0882 -0.0007 -0.0015 0.0022
O 8.3892 10.5796 18.4677 -0.0022 -0.0014 0.0003
O 6.6382 9.0367 17.4157 -0.0017 -0.0018 0.0002
O 5.0433 8.9568 15.2699 -0.0014 -0.0002 0.0002
O 6.1439 10.3923 19.6839 -0.0017 -0.0012 -0.0002
O 3.6126 6.6777 11.6132 -0.0003 0.0007 -0.0005
O 0.5958 7.6365 13.909 -0.0016 -0.0007 0.0006
O 10.2766 8.4414 10.6134 -0.0015 -0.0029 0.0016
O 10.3582 3.3636 14.8431 -0.0005 -0.0012 0.0009
O 4.6982 0.4464 14.4029 -0.0012 -0.0014 0.0004
O 1.9077 9.0826 10.9712 -0.0008 -0.0023 -0.0009
O 9.4458 9.4821 13.3544 -0.0014 -0.0008 0.0006
O 2.6321 10.1956 15.537 0 -0.0013 -0.0003
O 4.4084 1.2795 20.7112 -0.0011 -0.0006 -0.001
O 5.9855 6.2104 10.4916 -0.0011 -0.001 0.0004
O 2.023 1.527 19.6397 -0.0009 -0.0016 -0.0004
O 3.4702 10.4987 18.6981 -0.0007 -0.0003 -0.0002
O 4.871 2.3792 10.7675 -0.0025 -0.0018 -0.0009
O 0.4894 1.0509 15.4093 -0.0015 -0.0013 0.0008
O 2.3274 2.5003 10.0619 -0.0023 -0.0014 -0.0012
O 4.256 4.2759 12.5184 -0.0019 -0.0002 0.0012
O 6.3439 4.6313 14.9972 -0.001 -0.0015 0.0007
O 2.7046 8.0724 18.6949 -0.0007 -0.0023 -0.0008
O 8.8298 5.5244 14.6837 -0.0009 -0.0011 0.0006
O 5.3131 8.6846 10.7277 -0.0012 -0.0003 0.0009
O 6.8401 4.0979 11.5705 -0.0017 0.0003 0.0004
O 6.8816 6.3311 13.0582 -0.0008 0.0002 0.0003
O 0.1612 0.1452 10.7525 -0.0015 -0.0027 -0.0014
O 6.806 3.7265 17.4691 -0.0016 -0.0011 0.0002
O 1.1452 -0.08 17.6149 -0.0009 -0.0011 0.0001
O 10.1422 3.759 21.0752 -0.0007 0.0028 0.0006
O 6.3625 2.0162 15.6486 -0.0013 -0.0018 0.0004
O 9.2121 1.0381 12.2893 -0.002 -0.0017 0.0018
O 7.8032 8.2259 19.671 -0.0017 0.0008 -0.0008
O 1.8395 3.6836 17.5854 -0.0012 -0.0015 -0.0001
O 1.77 4.6644 11.5019 -0.002 -0.0018 0.0001
O 4.3313 3.7246 16.3335 -0.0011 -0.0005 0.0007
O 2.1222 3.0199 15.011 -0.0011 -0.0018 0.0009
O 1.4882 9.6165 20.4275 -0.0003 -0.0001 0.0004
O 7.4625 10.0632 11.5892 -0.0016 -0.0012 0.002
O 10.5489 0.3637 19.646 -0.0009 -0.0006 -0.0014
O 3.5339 9.3523 13.1736 -0.0011 -0.0014 0.0005
O 10.7521 2.8053 10.7614 0.0015 0.0004 0.001
O 9.6165 6.4212 20.5349 -0.0005 -0.0003 0.0011
O 6.9523 7.1685 15.5853 -0.0018 -0.0008 0.001
O 1.0653 10.1602 13.1563 -0.0005 -0.0021 -0.0007
O 7.3842 0.1632 14.0035 -0.0011 -0.0015 0.0005
O 0.3543 5.66 15.6485 -0.0008 -0.0007 0.0001
O 9.0789 2.1335 18.0116 -0.0006 -0.0018 -0.0009
O 2.4271 5.7778 13.825 -0.0004 -0.0011 0.0004
O 8.6268 6.1976 11.1122 0.0003 0.0009 -0.0002
O 3.1837 5.6693 18.3009 -0.0001 0.0003 -0.0003

Results
free energy: -126348.076 eV
free energy less fixed offsets of B -154.04, O -568.88, Si -635.61 eV per atom: -1.196 eV

The program warned: the cutoff lies below the one the program advises for these potential files; the forces do not sum to zero within the program's tolerance; the exchange-correlation potential is rough where the density is thin.
